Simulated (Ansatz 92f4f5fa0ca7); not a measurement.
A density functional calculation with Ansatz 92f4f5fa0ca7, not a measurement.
Periodic cell of 220 atoms, Si132O88, from a study of silicon, its oxide and their interface. The atomic structure is a simulated model.
Doubt: the cutoff is far below the 930 eV that the study's wrapper takes by default for these files, so forces and energies are approximate.

Settings: functional PBE; potential files Ansatz PAW; basis plane waves; wave-function cutoff 580 eV; density cutoff ratio 5; exchange-correlation grid ratio 1; k mesh 1 x 1 x 1, Gamma-centred; self-consistency stop 5e-08 eV per atom in the density residual; occupations fixed; spin none; net charge 0.

Cell vectors (angstrom)
a	10.938	0	0
b	0	10.938	0
c	0	0	32.3642

Atoms and the computed forces on them: element, x, y, z (angstrom), force x, y, z (eV/angstrom)
Si	-0.5921	0.3615	24.9218	-0.0082	-0.2009	-0.3348
Si	5.8741	-0.4595	24.8509	-0.4298	0.4975	-0.2464
Si	1.9632	2.759	24.4878	-0.1226	-0.0022	0.0435
Si	8.13	2.5756	24.6969	0.0442	-0.0336	-0.2138
Si	0.1869	5.3299	24.9648	0.1574	0.0142	-0.4736
Si	5.2446	5.9774	24.8476	-0.0189	0.3032	-0.2803
Si	2.8592	8.0101	25.0668	-0.0799	-0.0177	-0.5907
Si	7.5356	8.7054	24.916	0.4503	-0.5991	-0.0242
Si	1.1167	1.4186	26.2131	0.0275	-0.1035	-0.175
Si	6.7805	1.3134	26.1719	-0.0354	-0.0578	-0.0584
Si	4.2283	4.145	26.0063	-0.1509	-0.0854	-0.3285
Si	9.3819	4.1808	26.0696	-0.0577	-0.1402	-0.0564
Si	1.3909	6.7641	26.3727	-0.1405	0.0644	0.0637
Si	6.7128	7.018	26.3481	0.0196	-0.0097	-0.1561
Si	4.0841	9.6646	26.1918	-0.0108	-0.1251	-0.011
Si	9.3592	9.5665	26.1881	0.0496	0.1658	-0.1511
Si	2.6621	0.0737	27.5161	-0.1007	0.1109	0.0774
Si	8.1559	0.0399	27.624	-0.0423	-0.1283	-0.0597
Si	-0.1417	2.8408	27.5546	-0.0542	0.1269	0.1712
Si	5.4558	2.7529	27.5003	0.0495	-0.0782	0.1803
Si	2.7971	5.3834	27.5795	0.1851	-0.0289	0.0398
Si	8.1353	5.5378	27.5484	-0.0396	0.0828	0.0635
Si	-0.0538	8.2255	27.5475	-0.0143	0.0891	0.0218
Si	5.3513	8.3159	27.6673	-0.0075	0.0861	0.123
Si	4.1018	1.3673	28.9459	-0.2407	0.3008	-0.4659
Si	9.5708	1.3673	28.9459	-0.1016	0.2609	0.1415
Si	1.3673	4.1018	28.9459	-0.1854	-0.1448	-0.0767
Si	6.8362	4.1018	28.9459	-0.1082	0.0442	-0.4117
Si	4.1018	6.8362	28.9459	-0.1765	-0.2305	0.3111
Si	9.5708	6.8362	28.9459	-0.1475	0.0334	-0.1524
Si	1.3673	9.5708	28.9459	-0.1884	0.1721	-0.4739
Si	6.8362	9.5708	28.9459	-0.224	0.3169	0.5655
Si	0	0	30.3132	0.1368	0.0392	-0.0252
Si	5.469	0	30.3132	0.1089	-0.0849	0.0208
Si	2.7345	2.7345	30.3132	-0.0743	-0.1489	-0.0065
Si	8.2035	2.7345	30.3132	-0.0067	-0.0849	0.0093
Si	0	5.469	30.3132	0.1358	0.0708	-0.038
Si	5.469	5.469	30.3132	0.0272	0.029	0.0001
Si	2.7345	8.2035	30.3132	-0.0982	-0.213	0.0068
Si	8.2035	8.2035	30.3132	0.0002	-0.0614	-0.0175
Si	1.3673	1.3673	31.6804	0.0118	0.011	0.012
Si	6.8362	1.3673	31.6804	-0.0604	0.0951	-0.0118
Si	4.1018	4.1018	31.6804	-0.0664	0.0871	-0.0168
Si	9.5708	4.1018	31.6804	0.0015	0.003	-0.0305
Si	1.3673	6.8362	31.6804	-0.1016	0.0149	0.0142
Si	6.8362	6.8362	31.6804	0.0119	0.0231	0.001
Si	4.1018	9.5708	31.6804	0.0115	0.1083	-0.0281
Si	9.5708	9.5708	31.6804	-0.0836	0.0228	-0.0249
Si	2.7345	0	0.6835	-0.0145	-0.0857	0.0142
Si	8.2035	0	0.6835	-0.0404	0.0079	-0.0185
Si	0	2.7345	0.6835	0.0438	-0.0412	0.0189
Si	5.469	2.7345	0.6835	0.0727	-0.0951	0.0321
Si	2.7345	5.469	0.6835	0.029	0.0479	0.0091
Si	8.2035	5.469	0.6835	0.0501	-0.0499	0.0171
Si	0	8.2035	0.6835	0.1315	-0.0533	0.044
Si	5.469	8.2035	0.6835	-0.024	-0.0405	0.0132
Si	4.1018	1.3673	2.0507	-0.0128	0.0716	0.0465
Si	9.5708	1.3673	2.0507	-0.0629	0.0232	-0.029
Si	1.3673	4.1018	2.0507	-0.0995	-0.0037	-0.0182
Si	6.8362	4.1018	2.0507	0.0373	0.1731	0.1198
Si	4.1018	6.8362	2.0507	-0.0506	-0.0045	-0.1004
Si	9.5708	6.8362	2.0507	-0.1552	0.0019	0.1436
Si	1.3673	9.5708	2.0507	-0.0539	0.1153	0.0476
Si	6.8362	9.5708	2.0507	0.1465	0.1463	-0.1028
Si	0	0	3.418	-0.0731	-0.2311	-0.2775
Si	5.469	0	3.418	0.2671	-0.0827	0.1922
Si	2.7345	2.7345	3.418	0.1672	0.1276	-0.0147
Si	8.2035	2.7345	3.418	0.4006	-0.3764	0.6387
Si	0	5.469	3.418	0.2322	-0.6334	0.7302
Si	5.469	5.469	3.418	-0.3511	0.0946	-0.5744
Si	2.7345	8.2035	3.418	0.3903	-0.1485	0.2304
Si	8.2035	8.2035	3.418	0.0342	0.6461	-0.4602
Si	1.4342	1.2809	4.7307	0.005	-0.0625	-0.0599
Si	6.8879	1.3014	4.8323	-0.0552	0.0445	-0.1646
Si	4.1419	4.1114	4.7768	0.0883	-0.0114	0.1103
Si	9.7443	3.8821	4.9216	-0.112	0.0512	-0.206
Si	1.4571	6.7633	4.7956	0.0829	-0.0598	-0.0449
Si	6.7189	6.9687	4.6773	-0.1835	0.1979	0.248
Si	4.1796	9.5338	4.8145	0.0359	-0.1933	-0.0305
Si	9.6284	9.5305	4.7996	0.1084	-0.0134	-0.0084
Si	2.7826	-0.0566	6.0647	0.048	0.0726	0.1085
Si	8.2261	-0.1258	6.2315	-0.0356	-0.0487	0.0413
Si	0.2673	2.5582	6.2672	0.043	0.0659	0.0439
Si	5.5681	2.7866	6.1202	-0.1058	0.1969	0.0374
Si	2.9075	5.5163	6.2586	-0.1322	-0.2848	-0.0404
Si	8.5555	5.0895	6.5559	0.5785	-0.3613	0.5428
Si	0.0832	8.1002	6.1019	-0.1577	0.0492	0.0909
Si	5.5367	8.2093	6.3038	0.1722	0.1687	-0.3016
Si	3.9472	1.5819	7.2694	0.0023	0.1945	0.2084
Si	10.4405	1.0747	7.9875	-0.0714	-0.2429	-0.1161
Si	1.8147	3.8039	7.4829	0.3332	-0.0514	0.2644
Si	6.6875	4.2232	7.7193	-0.2666	-0.3222	-0.33
Si	4.4755	6.6542	7.6807	0.4163	-0.7061	-0.2001
Si	9.7224	6.8399	7.657	0.2069	0.1119	-0.2307
Si	1.3884	9.5336	7.4025	-0.1015	-0.0704	0.0146
Si	7.3919	9.0786	7.5952	-0.1852	0.0928	-0.1286
O	3.5227	3.169	24.8115	0.1939	0.2463	0.4017
O	7.8781	7.9208	23.4499	-0.0779	0.3137	0.2986
O	2.932	2.6726	8.0471	-0.0541	0.0624	-0.5149
O	7.7706	6.0794	5.5409	-0.1497	0.2977	-0.3996
O	5.6317	5.4572	8.1332	-0.3035	0.4168	-0.0298
O	0.323	-0.3518	8.0895	-0.1784	0.2894	-0.0217
O	3.9878	6.9885	24.376	0.0665	-0.1051	0.3889
O	9.3245	1.5007	24.2043	-0.0235	-0.0515	0.4953
O	2.0798	8.6394	8.6214	0.1645	-0.0389	-0.1824
O	1.1061	4.3721	8.8542	-0.1207	0.0598	-0.0638
O	8.9124	0.8494	7.4104	0.1222	-0.104	-0.0363
O	8.4085	7.8117	7.8818	-0.0661	0.1308	0.1288
O	5.9892	0.3135	10.7173	0.1124	0.0478	0.0017
O	4.2651	9.4665	9.7942	-0.0185	-0.1864	-0.0466
O	7.1798	3.2923	8.9999	0.0498	0.1854	0.2373
O	10.5638	6.5737	9.0725	-0.0539	-0.0565	0.0888
O	1.8193	1.8949	23.1203	0.0048	0.0293	0.0384
O	5.3422	0.1023	23.3588	0.1799	-0.2836	0.4464
O	7.2058	3.1158	23.3893	0.2633	-0.0953	0.5476
O	12.0431	4.1438	24.2445	-0.0133	-0.0262	0.3153
O	10.7257	6.3552	23.7314	-0.115	-0.1274	0.2935
O	1.923	8.6741	23.8815	0.0787	-0.0271	0.1424
O	6.1565	5.8276	23.4466	-0.1145	-0.0076	0.197
O	-0.0297	10.5105	23.599	-0.029	0.0291	0.0333
Si	3.9056	6.5717	11.9542	0.0737	-0.1559	0.3251
Si	10.9382	2.298	13.6951	0.1128	0.1915	0.1384
Si	4.4958	-6.6019	19.9613	-0.0615	0.0638	0.0168
Si	5.2016	0.5755	21.805	0.0448	-0.0234	-0.2725
Si	6.8932	-3.9559	22.53	-0.0252	-0.08	-0.2042
Si	12.5234	-0.2684	14.942	0.1732	0.0331	-0.0277
Si	2.1404	11.9706	21.7841	-0.0446	-0.0411	-0.1264
Si	10.0939	4.4172	18.2794	-0.0566	0.0618	0.1955
Si	1.6952	4.4879	12.2757	0.3665	-0.0633	0.1074
Si	2.7012	6.8321	20.5325	-0.0016	-0.0599	-0.0104
Si	6.4533	-1.7246	17.8606	-0.0734	-0.0748	0.151
Si	7.2443	10.2124	10.6456	-0.2089	-0.075	0.0072
Si	6.4919	4.6938	15.1092	-0.1024	0.0225	-0.0325
Si	3.4655	-2.8367	9.3288	-0.1639	0.1618	0.0773
Si	4.6156	11.0554	9.8715	-0.0326	0.1764	-0.0251
Si	1.4447	6.5204	17.6898	0.0331	-0.1819	0.2636
Si	3.7826	-8.6756	11.6678	0.0755	0.1469	0.0979
Si	5.9743	-2.1832	12.9753	-0.1225	-0.034	0.0407
Si	5.9477	4.3463	11.9688	-0.2123	0.0332	-0.0169
Si	8.7901	5.2514	20.7086	0.1108	-0.0599	-0.1637
Si	13.9622	2.4057	18.1908	-0.058	0.065	0.0621
Si	9.4267	1.5181	10.917	-0.3681	0.199	0.0498
Si	7.7218	7.5694	15.4228	-0.1438	0.0708	-0.0344
Si	9.0338	0.0801	17.702	0.0459	0.0816	0.1567
Si	4.172	0.2238	13.8846	0.0844	0.0874	-0.0756
Si	4.0606	4.9161	17.1049	-0.0482	-0.0539	0.1423
Si	-2.2108	13.6525	15.9381	0.1183	0.1044	0.1305
Si	11.2173	1.8099	19.2666	0.0295	0.1293	0.0204
Si	14.9437	0.0144	16.7726	0.0777	0.1719	0.0587
Si	11.1147	6.7585	22.2073	0.142	-0.0678	-0.2849
Si	6.8976	3.1086	21.763	0.057	0.0478	-0.3992
Si	10.9173	5.118	9.7655	0.4611	0.145	-0.146
Si	-0.3702	8.6892	16.1099	-0.0144	-0.0239	0.0789
Si	0.9395	-1.479	22.8467	0.0342	0.0097	0.105
Si	5.1748	8.6755	20.5572	-0.1015	-0.067	-0.024
Si	8.233	3.4495	10.2743	-0.2123	-0.2029	0.1158
O	3.6774	5.5472	20.6355	0.0489	-0.0127	0.0256
O	9.9352	-1.1443	17.1253	0.0485	-0.0327	-0.0179
O	7.4797	4.3296	11.4342	0.0988	0.1144	-0.0792
O	0.8788	1.1687	14.5215	-0.0301	-0.0249	-0.0181
O	-1.3137	-8.2509	14.5785	-0.0445	-0.0601	-0.0406
O	1.92	10.3568	21.9066	-0.0389	-0.1224	0.0286
O	11.3908	-1.4334	14.9531	-0.0557	-0.0296	-0.0238
O	3.1312	7.2737	10.7023	-0.0822	0.0679	-0.0921
O	2.5737	3.3348	11.5165	-0.0673	-0.0292	-0.0598
O	0.62	5.1993	11.2692	-0.2451	0.0562	-0.1914
O	4.978	-6.0464	18.4848	0.0148	0.0035	-0.0218
O	5.6771	3.9559	21.0223	-0.0107	0.003	0.1162
O	0.4248	5.2531	17.7169	0.0351	0.0354	-0.1
O	1.7156	6.9451	19.239	-0.0231	0.0243	-0.1052
O	-0.0197	8.3878	22.0403	-0.0484	0.1244	0.0959
O	6.0045	4.453	13.5805	0.0489	0.0051	0.0312
O	14.5563	-2.7555	20.4587	0.0297	0.0346	0.0354
O	5.1163	16.0049	15.8991	0.0584	0.0091	-0.0954
O	3.7411	1.2636	21.5366	0.023	0.054	0.0746
O	0.8903	3.6854	13.4687	-0.0978	-0.0973	0.0059
O	8.2811	3.731	21.1109	-0.0683	-0.0564	0.1105
O	8.9663	5.3174	19.0733	0.0034	-0.0016	0.0431
O	18.0128	30.0165	16.8046	0.0255	-0.0145	0.0111
O	3.915	1.6551	13.1682	0.0158	-0.0615	-0.0039
O	2.9113	-4.8391	17.0614	0.0253	0.0042	-0.1005
O	7.2417	9.7095	9.1015	0.0489	-0.1325	0.0412
O	5.0833	5.5989	11.3759	0.0843	-0.0077	-0.0652
O	8.5877	0.1029	11.0697	0.2365	-0.1584	0.0338
O	3.4976	11.9668	10.6394	-0.0351	-0.1443	-0.0736
O	15.5765	0.6186	15.3966	-0.0134	-0.0187	0.0171
O	3.2577	14.428	16.9913	-0.0133	0.0098	-0.0399
O	4.8058	11.6576	8.3787	0.0156	-0.1059	0.0688
O	-2.2827	12.1449	16.5709	-0.0516	-0.0268	-0.0744
O	9.422	3.7053	17.0079	-0.0642	-0.0626	-0.1446
O	7.2421	3.328	15.6185	-0.0067	-0.0576	0.0013
O	6.926	-1.9941	11.6458	0.0585	0.0132	-0.0676
O	13.3607	10.6154	16.3879	-0.0818	-0.0342	-0.0234
O	7.6977	6.296	21.295	-0.0914	0.1182	0.1482
O	6.9644	8.3087	14.1812	0.0795	-0.0196	0.0073
O	-0.6953	5.7539	21.2652	0.0237	0.0915	0.1196
O	11.9786	1.4766	20.6605	0.0754	-0.0339	0.1025
O	5.0169	-1.164	17.2759	-0.0096	-0.0071	-0.0215
O	7.5913	-0.5638	18.1952	0.0281	0.0213	-0.0445
O	1.473	1.8891	18.1438	0.0257	-0.01	-0.044
O	6.0576	8.3777	19.2149	0.0462	-0.0008	-0.1165
O	5.3299	-0.7134	13.2581	0.0361	-0.0345	-0.025
O	6.4626	1.5624	21.4169	-0.0269	0.0298	0.1117
O	12.696	-4.3543	21.8378	0.0002	0.0155	0.0825
O	3.4449	3.1161	19.6123	0.0161	-0.0317	-0.0611
O	2.7498	-0.597	13.833	-0.1024	-0.0272	0.0763
O	4.7184	-3.2476	12.8478	0.0069	0.0225	-0.0647
O	10.3884	1.756	12.2401	0.0118	-0.1993	-0.1615
O	5.2723	-0.6654	20.7693	0.0128	0.0693	0.0869
O	7.5128	5.9591	15.2653	0.0703	0.0096	0.0245
O	9.3369	-3.0838	15.4245	0.0585	-0.0211	-0.0339
O	-5.1577	7.9359	21.8581	0.0104	-0.0012	0.1241
O	14.9373	1.1207	17.9679	-0.0085	-0.0998	-0.0492
O	9.9932	0.7833	18.8616	-0.0946	-0.1162	-0.07
O	10.5925	3.3127	19.3763	0.0107	-0.0576	-0.0096
O	2.7641	5.6707	12.7669	-0.0399	0.0642	-0.0515
O	9.5165	4.3122	9.7537	-0.0072	0.1759	-0.0602
O	10.3589	1.5268	9.5584	0.1756	-0.1097	0.0564
O	11.641	-3.2196	16.8771	-0.0681	0.1172	-0.1284
O	5.2128	3.0035	11.4137	-0.0166	0.0108	-0.0421

Results
free energy: -133960.331 eV
free energy less fixed offsets of O -568.88, Si -635.61 eV per atom: 1.629 eV

The program warned: the cutoff lies below the one the program advises for these potential files; the exchange-correlation potential is rough where the density is thin.
